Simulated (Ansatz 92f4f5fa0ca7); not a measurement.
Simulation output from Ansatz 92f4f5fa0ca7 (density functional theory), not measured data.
Periodic cell of 322 atoms, Si176O146, from a study of silicon, its oxide and their interface. The atomic structure is a simulated model.

Settings
functional: r2SCAN
potential files: Ansatz PAW
basis: plane waves
wave-function cutoff: 800 eV
density cutoff ratio: 5
exchange-correlation grid ratio: 1
k mesh: 1 x 1 x 1, Gamma-centred
self-consistency stop: 5e-08 eV per atom in the density residual
occupations: Fermi-Dirac, 0.05 eV
spin: none
net charge: 0

Cell vectors (angstrom)
a  15.3871  0  0.0067
b  0  15.3871  0.0193
c  -0.5434  -0.9315  22.1139

Atoms and the computed forces on them: element, x, y, z (angstrom), force x, y, z (eV/angstrom)
Si  -2.3181  -1.6487  14.835  -0.0651  -0.0354  0.1126
Si  -2.9707  3.4409  14.3821  -0.0644  0.058  0.0643
Si  -2.6754  6.576  14.5986  0.009  -0.0052  0.1141
Si  -2.5579  -4.0575  14.8769  0.1316  -0.0095  0.1365
Si  1.3051  -1.3023  14.6074  -0.0124  -0.0197  0.1395
Si  1.5491  3.1256  14.746  0.0242  0.002  0.1408
Si  1.8663  6.2342  14.2625  -0.018  -0.0761  0.0408
Si  1.4316  10.9332  14.7582  -0.0302  0.0515  0.2159
Si  5.0778  -0.4026  14.578  -0.0103  -0.0691  0.1163
Si  5.0808  2.0687  14.5744  0.0019  0.0131  0.1555
Si  5.2511  7.0195  14.8802  -0.0253  0.061  0.0846
Si  5.273  10.1345  14.8589  0.0306  -0.0361  0.1835
Si  8.7146  -0.4964  14.3141  -0.0801  0.0466  0.0869
Si  8.9769  2.6331  14.6043  -0.0385  -0.0352  0.1185
Si  9.0766  7.1418  14.9213  -0.017  -0.0179  0.114
Si  7.2325  10.5834  16.0306  -0.052  -0.0117  -0.0146
Si  -0.4921  -1.0131  16.0781  -0.0461  0.0035  -0.0297
Si  -0.3644  2.9309  16.0725  0.1131  -0.056  0.0747
Si  -0.6887  6.7624  15.8574  -0.055  0.0723  0.0611
Si  -0.5782  10.604  15.9665  -0.0227  -0.006  -0.0779
Si  3.2335  -0.9173  15.9062  0.0148  0.0026  0.0387
Si  3.4003  2.8136  16.0575  0.0186  -0.0345  -0.0043
Si  3.3169  6.676  16.0604  0.0057  0.0041  0.0287
Si  3.3285  10.5721  16.0969  0.0192  -0.0111  0.0052
Si  7.0011  -0.8627  15.8441  -0.0343  0.0152  -0.0353
Si  6.9994  2.8643  15.8036  -0.0421  0.0239  -0.0066
Si  7.1619  6.7832  16.1522  0.0181  0.0111  0.0335
Si  9.245  10.2588  14.8216  -0.0014  -0.026  0.1277
Si  -4.2083  -1.0351  16.0578  0.0914  0.0598  0.0958
Si  10.8275  2.9582  16.0006  -0.0042  -0.0437  0.0255
Si  10.994  6.8589  16.1705  0.0452  -0.0158  0.0467
Si  11.0622  10.6443  16.2759  0.0253  0.0046  0.0081
Si  -0.0105  1.8988  -4.7492  0.0323  0.0113  -0.0095
Si  0.0424  5.814  -4.742  -0.0277  -0.0426  -0.0174
Si  -0.07  9.5731  -4.7981  0.0266  0.0007  -0.0275
Si  0.0099  -1.9948  -4.6822  -0.0301  0.0206  0.0103
Si  3.7665  1.8564  -4.7297  -0.0134  0.0042  -0.0131
Si  3.9238  5.6892  -4.705  0.0038  0.002  0.0472
Si  3.7575  9.5477  -4.7209  0.0203  0.0207  0.0146
Si  3.8917  -1.8998  -4.7978  -0.0185  -0.0103  -0.0128
Si  7.6539  1.9375  -4.8394  0.0055  -0.0079  0.0178
Si  7.6391  5.6838  -4.8045  0.0281  0.0412  -0.0024
Si  7.723  9.6383  -4.6389  -0.0083  0.0048  0.0436
Si  7.7049  -1.8576  -4.8895  0.0169  -0.0272  -0.0258
Si  11.5799  1.9183  -4.7914  -0.0474  -0.0088  -0.0654
Si  11.5024  5.7826  -4.7054  0.0266  0.0079  -0.0004
Si  11.6184  9.645  -4.5328  -0.0179  0.0045  0.0071
Si  11.5391  -1.8982  -4.545  -0.0394  0.0082  -0.0379
Si  -1.921  1.9404  -3.3442  -0.0241  -0.0104  -0.0292
Si  -1.9111  5.7  -3.3726  -0.013  0.0023  -0.0156
Si  -1.8526  9.5486  -3.2339  -0.0539  0.012  0.0199
Si  -1.8892  -1.9109  -3.2707  0.0405  -0.0745  0.0786
Si  1.875  1.8256  -3.3766  0.0431  0.0324  -0.0063
Si  1.9695  5.7605  -3.3632  -0.0164  0.0028  -0.0084
Si  1.8497  9.5755  -3.3896  0.0296  -0.0272  0.0003
Si  1.9649  -2.0241  -3.4192  0.0007  -0.0106  -0.0338
Si  5.7483  1.9843  -3.4536  -0.0036  0.0544  -0.0219
Si  5.8026  5.7046  -3.3101  -0.0672  0.0102  0.0021
Si  5.734  9.545  -3.4001  0.0358  0.0004  -0.0174
Si  5.8183  -1.805  -3.4876  -0.0202  -0.0385  0.0043
Si  9.5952  1.8707  -3.47  -0.0168  0.044  0.0133
Si  9.5522  5.7749  -3.4081  0.0356  0.0239  0.0048
Si  9.6259  9.6913  -3.2748  -0.0451  -0.0161  -0.0178
Si  9.5429  -1.9172  -3.3795  0.0295  0.0367  0.0013
Si  -1.9198  0.0527  -1.9317  0.0221  -0.0137  0.024
Si  -1.924  3.8274  -1.8887  0.0267  -0.0416  0.0387
Si  -1.8829  7.5415  -1.9365  -0.0078  0.0568  0.0012
Si  -1.8769  11.5264  -1.9445  0.0133  -0.0091  -0.0394
Si  1.8954  -0.1382  -2.0794  0.0078  0.019  0.0651
Si  1.9049  3.7741  -2.0879  0.0159  -0.0215  0.0267
Si  1.9676  7.7121  -1.9739  -0.0146  -0.0325  0.0488
Si  1.943  11.4756  -1.9984  -0.0565  -0.0032  0.0012
Si  5.7604  0.1368  -2.0996  -0.0436  -0.003  0.0283
Si  5.7687  3.791  -1.9074  0.0014  0.0018  0.0399
Si  5.7914  7.6231  -1.9666  0.0529  0.0368  0.0608
Si  5.8004  11.5773  -2.27  -0.0356  0.0505  0.0442
Si  9.5834  -0.0487  -2.0335  -0.014  -0.0091  -0.019
Si  9.5741  3.812  -2.1395  0.0002  -0.0421  0.0209
Si  9.5889  7.741  -2.0257  0.008  -0.038  0.0344
Si  9.5668  11.6097  -1.9033  0.0568  0.0043  0.0023
Si  0.0589  -0.0607  -0.6224  -0.0075  0.0112  -0.0048
Si  0.096  3.775  -0.578  0.0156  0.0144  0.0078
Si  0.0643  7.5744  -0.5692  -0.0188  -0.0661  -0.032
Si  0.0506  11.5049  -0.5814  -0.0279  0.0107  0.0789
Si  3.8098  0.0144  -0.7572  0.0147  -0.0024  -0.0797
Si  3.7589  3.7438  -0.6298  -0.0001  0.0444  -0.0125
Si  3.8911  7.6948  -0.5385  -0.0022  -0.009  -0.0159
Si  3.9804  11.538  -0.8487  0.0191  -0.0054  -0.0605
Si  7.6397  0.0633  -0.7138  -0.0178  -0.0067  -0.0213
Si  7.7699  3.8306  -0.6008  -0.0056  0.0416  0.0673
Si  7.7187  7.7242  -0.5861  -0.0242  0.0424  -0.0252
Si  7.5371  -3.7881  -0.7206  -0.0296  -0.0027  0.0058
Si  11.4893  -0.0018  -0.5953  0.0454  0.0041  -0.0229
Si  11.3915  3.8047  -0.6679  0.0247  0.0213  -0.0101
Si  11.502  7.6213  -0.6567  0.0145  -0.0795  -0.0196
Si  -3.834  -3.8157  -0.6284  0.0091  0.0045  0.0468
Si  0.697  1.8088  0.6416  0.0203  -0.0249  -0.1653
Si  0.842  5.6694  0.6249  -0.0048  0.0469  -0.1326
Si  -0.352  9.548  0.6575  -0.0146  -0.0236  -0.1726
Si  -0.2589  -1.9731  0.7481  0.0157  -0.0006  -0.3145
Si  3.1215  1.8111  0.6308  0.0078  -0.025  -0.0266
Si  3.2616  5.6848  0.6004  -0.0354  -0.008  -0.1488
Si  3.11  8.637  4.4673  -0.0415  0.0397  -0.0805
Si  4.3935  -1.9268  0.4115  -0.0548  -0.0136  0.0052
Si  8.4289  1.877  0.5734  0.0167  -0.021  -0.1138
Si  8.3448  5.7989  0.6486  0.0791  0.0413  -0.1799
Si  7.0844  9.687  0.6077  0.0176  -0.059  0.0285
Si  6.798  -1.8285  0.4071  0.0591  0.0555  -0.0263
Si  10.827  1.9023  0.6442  0.0452  0.0261  -0.0681
Si  10.7678  5.7333  0.563  0.0562  0.0197  -0.0197
Si  -3.535  9.5694  0.6067  0.0117  -0.0053  -0.1737
Si  -3.4301  -1.9101  0.7304  -0.031  0.0323  -0.126
Si  -0.7969  2.055  3.4194  0.0252  -0.032  -0.1395
Si  -0.7355  4.9966  3.1096  0.0378  -0.0397  -0.152
Si  0.1446  9.0209  3.575  -0.0099  -0.0389  -0.1195
Si  1.5537  -1.9918  3.4488  -0.1262  0.0003  -0.1119
Si  4.0577  1.334  2.7426  -0.0215  0.0119  -0.1977
Si  4.1844  6.1711  3.5289  -0.0587  -0.0427  -0.2026
Si  4.6567  9.7354  0.486  0.0302  -0.0963  -0.1639
Si  3.7809  -1.7945  2.6933  0.1028  -0.0154  -0.1601
Si  6.9886  2.2266  3.2724  0.1301  -0.0678  -0.1696
Si  7.2431  5.3743  3.6009  0.0553  -0.0202  -0.1823
Si  7.5587  10.3491  2.8631  -0.0413  -0.0209  -0.1977
Si  7.7136  -1.8843  2.5023  -0.0894  -0.0463  -0.1312
Si  11.4554  2.2481  2.9186  -0.0126  -0.0013  -0.1524
Si  -3.5147  5.196  2.5188  -0.1198  -0.0373  -0.1718
Si  10.4686  10.2331  3.3109  -0.0245  -0.0374  -0.1482
Si  10.7129  -2.0001  2.7022  -0.0297  -0.0412  -0.0661
Si  -0.1675  4.6724  10.6995  0.0103  -0.0683  0.0396
Si  -3.5839  1.1092  10.2417  0.0166  -0.024  0.0463
Si  -2.6369  7.7783  6.9818  -0.0102  0.0089  -0.0655
Si  3.5067  2.3078  5.5561  -0.013  0.0023  -0.0702
Si  0.613  11.1536  5.4165  -0.0388  0.0466  -0.0853
Si  9.1212  1.5176  9.6001  0.0234  -0.0498  0.0404
Si  4.6842  10.7803  3.3882  0.1177  -0.022  -0.2255
Si  -3.4632  10.4762  5.9261  -0.0127  -0.0184  -0.0806
Si  -2.2852  5.9926  9.2727  0.0594  -0.0203  0.0415
Si  -1.7861  6.6967  4.2289  -0.0321  0.039  -0.0749
Si  5.1728  -1.6558  11.5776  -0.0043  0.0622  0.1439
Si  -0.0369  -0.1628  5.4388  -0.0115  0.0285  -0.0848
Si  3.5856  -1.4796  9.1526  -0.002  0.0117  0.0235
Si  3.1803  5.0706  6.2374  -0.0071  0.005  -0.0652
Si  -1.6605  -2.7555  9.5066  -0.0304  0.0173  0.0462
Si  1.8272  2.3406  10.159  -0.0497  -0.0034  0.069
Si  1.6423  6.9864  11.3373  0.0113  -0.0342  0.1055
Si  4.647  2.9513  11.4868  0.0024  -0.0412  0.113
Si  10.7333  -0.1875  7.8478  0.0011  0.0478  -0.0201
Si  6.3156  -0.8393  7.8492  -0.0066  0.0213  -0.0182
Si  -3.102  7.6236  11.6966  -0.0037  -0.0156  0.1477
Si  7.2489  8.3185  7.711  0.0008  0.0172  -0.0024
Si  9.773  10.1888  8.0217  0.0394  0.0002  -0.0435
Si  -1.7827  2.4606  11.9975  0.0152  0.0038  0.0929
Si  -3.4531  10.1286  10.1626  0.0077  0.0616  0.1055
Si  5.675  3.759  6.8641  -0.0411  -0.0096  -0.0266
Si  1.9916  9.741  7.75  -0.0139  -0.0042  -0.0168
Si  1.3158  -3.5442  9.7608  -0.0145  0.0114  0.0141
Si  0.7381  1.0054  12.605  0.0503  -0.0079  0.1042
Si  2.6587  6.9588  8.4689  -0.0106  -0.0128  0.0158
Si  4.4413  8.6638  7.2136  -0.0075  0.0326  -0.0477
Si  10.5403  0.001  4.8883  0.0064  0.018  -0.077
Si  8.6616  4.9447  12.6469  0.0409  -0.0046  0.1748
Si  8.1608  -0.9284  11.2829  0.0126  0.0231  0.1491
Si  8.9429  -2.3637  8.8408  0.0159  0.0718  0.0426
Si  8.0942  5.5561  6.4118  0.0103  0.0222  -0.0729
Si  -3.1522  -1.319  11.9438  0.0627  -0.0247  0.1574
Si  10.9312  -3.9078  12.6203  0.0812  -0.007  0.148
Si  -1.5879  -2.5255  6.4924  0.0346  -0.0089  -0.0141
Si  1.9787  0.719  7.5965  -0.0461  0.0438  -0.0113
Si  5.6575  5.6503  12.1495  0.0012  -0.0102  0.1362
Si  2.0272  9.9169  11.9315  -0.0116  0.009  0.1319
Si  6.4152  2.0762  9.244  0.0133  -0.0093  0.026
Si  7.4223  -0.1775  4.9903  0.0164  -0.013  -0.0939
Si  5.0656  10.6508  11.9455  -0.0066  0.0397  0.1266
Si  6.6982  8.2121  10.8113  -0.0005  -0.0261  0.0947
Si  10.5284  6.19  7.9935  -0.0013  0.0219  -0.0016
Si  9.4884  6.9186  10.8141  0.0186  -0.0466  0.0739
O  -1.549  2.945  14.95  0.0239  0.039  0.033
O  0.4579  6.9404  14.675  0.0313  -0.021  0.0118
O  9.9999  -1.2433  14.9355  0.0165  0.0056  0.0344
O  0.1263  1.5981  2.1725  -0.0395  -0.0201  0.1363
O  0.5193  5.5538  2.2438  -0.0138  0.0068  0.1269
O  0.4617  9.5382  2.0738  0.0263  0.0112  0.1388
O  1.529  8.4212  4.1776  0.0447  -0.0102  0.0453
O  0.5844  -2.0288  2.1358  0.1759  0.0229  0.2611
O  5.5206  2.015  2.6479  -0.0231  0.0014  0.049
O  3.8177  5.4456  2.1338  0.0436  0.0356  0.1701
O  5.7395  5.9071  3.8606  0.0062  -0.0001  0.0686
O  4.1474  10.2709  1.9481  -0.032  0.0755  0.0931
O  8.0478  1.7269  2.1604  -0.1165  0.0411  0.1832
O  7.8189  5.9325  2.2005  -0.1048  -0.0237  0.1643
O  8.9184  9.7631  3.5606  0.0222  -0.0127  0.0811
O  9.2526  -1.3696  2.3375  0.0756  0.0256  -0.0186
O  -2.3483  1.9106  3.0051  -0.039  0.0071  0.0231
O  -1.9862  4.7727  2.0357  0.0652  0.006  0.1463
O  -1.9512  9.589  1.0362  0.0106  -0.0266  0.0591
O  -1.8377  -1.9285  1.1714  -0.0676  0.0243  0.0488
O  -2.2348  -1.1381  13.2667  0.0265  0.0505  -0.1652
O  -3.0854  2.7044  12.9332  0.0153  -0.016  -0.069
O  -2.9269  5.0412  14.0929  -0.0422  -0.0366  -0.0927
O  -2.6308  7.5131  13.2457  -0.0067  0.0532  -0.1326
O  11.0556  -2.3192  12.402  -0.0748  0.0298  -0.0567
O  -3.096  10.9356  13.3742  -0.0897  -0.019  -0.1992
O  1.5969  9.9291  13.4881  0.0088  -0.0322  -0.1518
O  1.3913  -2.8947  14.2008  0.01  -0.0015  -0.0615
O  1.0971  -0.4523  13.2179  -0.027  0.0293  -0.1084
O  1.5439  2.108  13.474  0.0153  -0.0692  -0.0803
O  -2.3319  -4.2318  9.5865  0.0003  -0.0282  -0.0249
O  2.3531  6.7265  12.7824  0.0238  0.056  -0.1332
O  1.4418  -4.1189  11.2619  -0.0069  0.0103  -0.0261
O  4.9702  -1.166  13.1115  0.0018  -0.0837  -0.1881
O  4.7267  2.5574  13.0506  0.011  0.0192  -0.0901
O  5.8575  2.1752  10.7498  0.0293  -0.0154  -0.0245
O  7.1854  4.2264  6.5827  0.008  -0.0212  0.0093
O  5.0982  5.9977  13.6227  0.0361  -0.0459  -0.0917
O  5.2969  -4.3734  13.4823  -0.0081  0.0342  -0.1524
O  5.2486  8.5718  14.3432  -0.0407  0.0119  -0.0696
O  6.5889  -1.1342  11.0392  -0.0034  0.0016  -0.0576
O  6.2134  9.6375  11.4119  0.0196  -0.02  -0.0472
O  9.0403  1.08  14.1123  0.0284  0.0154  -0.0328
O  8.4267  -1.113  12.8548  0.023  -0.0563  -0.1388
O  1.0999  3.7684  10.312  0.02  0.0223  -0.0132
O  9.1217  3.5191  13.2329  -0.0198  0.0439  -0.1069
O  9.0833  6.0939  13.6932  0.033  -0.0662  -0.1611
O  5.1098  -3.2565  11.2759  0.0038  -0.0262  -0.0521
O  -0.3968  3.5762  3.7963  -0.0523  0.0761  0.0672
O  1.0714  -0.7985  4.4396  0.0072  0.0134  0.0486
O  -1.9443  7.319  8.3808  0.0098  0.0298  0.007
O  1.438  -3.3469  4.3312  0.0136  -0.0515  0.0811
O  3.2551  1.988  3.9951  -0.0239  0.0232  0.1242
O  4.2427  -0.2608  3.0662  -0.0196  0.0547  0.0629
O  3.2171  5.6699  4.7282  -0.026  -0.0305  0.0556
O  3.9087  7.7575  3.356  0.0235  0.0012  0.0257
O  3.6089  10.1735  4.4081  -0.0692  -0.0049  0.1106
O  4.6769  -2.9812  3.4289  -0.0663  -0.0099  0.1082
O  7.2055  1.3736  4.6128  -0.0202  0.0172  0.0904
O  7.2359  3.7741  3.5614  -0.0281  0.0409  0.0658
O  8.1927  5.8579  4.8195  0.0266  0.0121  0.0741
O  -1.0749  7.9726  3.5173  -0.0113  0.0165  -0.0018
O  7.7745  -3.4446  2.8777  0.0143  -0.0345  0.127
O  9.4333  0.7287  8.2092  -0.027  -0.0014  -0.0114
O  10.665  1.4028  4.0705  -0.0042  -0.0257  0.1213
O  1.4042  8.5865  11.2524  -0.021  0.0337  -0.0635
O  11.2158  3.8504  3.2081  0.0117  -0.0088  0.0634
O  -3.2959  6.3945  3.6233  0.1001  0.0194  0.098
O  10.5641  -3.5558  3.111  -0.0152  -0.0063  0.0954
O  -3.8911  9.8569  4.4886  0.059  -0.0313  0.0823
O  7.4367  6.8201  7.1597  -0.03  -0.0025  0.0166
O  11.2419  -1.1557  3.988  0.0219  0.0398  0.0983
O  10.5258  2.1089  10.1358  -0.0103  0.0365  0.0031
O  -0.992  3.8576  11.8274  0.002  0.048  -0.0277
O  4.7059  5.0427  6.7925  0.0107  0.0152  0.0093
O  5.0765  2.6939  5.7822  0.0412  0.0043  -0.0111
O  1.5565  10.175  6.2644  0.0242  -0.0216  0.0377
O  -0.1875  -3.3402  6.4635  0.0171  0.0084  0.0194
O  0.626  0.2234  6.8627  0.0132  -0.0072  0.0422
O  -3.8074  0.08  11.481  -0.0251  0.0319  -0.0283
O  0.2871  6.1011  11.3186  -0.0222  0.0007  -0.0183
O  3.615  9.9457  7.7927  0.0242  -0.0022  0.0201
O  9.006  -0.384  5.2448  0.0075  -0.0195  0.0475
O  6.5002  -0.5583  6.2588  -0.0286  -0.0132  0.0491
O  9.7133  6.891  9.2125  -0.0126  0.0105  -0.0238
O  10.9415  9.5861  8.9953  -0.035  -0.0209  -0.0169
O  8.6362  9.1273  7.5799  0.0067  0.0056  0.0092
O  -1.8848  6.9584  5.8105  0.0312  -0.0224  0.0601
O  10.6781  7.6152  11.6361  -0.0479  0.033  -0.0123
O  10.534  10.723  6.7096  -0.0257  0.0143  0.0329
O  -1.0584  4.9485  9.3628  -0.0176  0.0076  -0.0385
O  -3.618  5.3306  8.603  -0.0175  -0.016  -0.0012
O  -1.9859  -2.1864  8.0211  -0.0145  0.0104  0.0001
O  -2.292  -1.8697  10.6944  0.0399  -0.0275  -0.0772
O  6.3287  0.5796  8.6385  -0.0001  -0.0056  -0.0065
O  9.0089  -3.9589  8.689  -0.0167  -0.0065  0.0153
O  2.6138  3.5649  6.0483  -0.016  0.0201  0.0184
O  2.3091  5.8003  7.3809  0.0058  0.0208  0.0214
O  5.7273  7.011  11.2898  -0.0068  0.0391  -0.0595
O  1.1517  10.5919  8.7944  -0.0114  -0.0163  -0.0001
O  1.7305  1.9664  8.5916  0.0054  -0.0112  -0.0303
O  4.7312  4.5687  11.3984  -0.0093  0.0156  -0.0724
O  2.567  -0.4371  8.515  0.0088  -0.0254  0.0052
O  9.5436  5.2928  7.0856  0.0109  -0.0192  0.0009
O  6.7311  8.3296  9.2234  -0.0015  -0.0042  -0.0217
O  8.989  -2.0149  10.4223  0.0028  -0.0427  -0.0412
O  10.2424  -1.7171  8.0953  -0.0084  -0.0444  0.0066
O  8.5588  0.5372  10.7568  0.0004  0.0165  -0.0172
O  9.1457  8.6825  14.3577  0.0168  0.0067  -0.0425
O  7.5544  -1.792  8.2521  -0.0067  -0.0145  0.0055
O  -2.2537  1.963  10.5291  -0.0058  0.0154  -0.0455
O  -0.5617  1.1763  4.7316  0.0108  -0.0301  0.0618
O  10.8915  10.8115  11.1895  -0.0381  -0.0257  -0.102
O  -0.8437  1.3264  12.6747  -0.0285  -0.0295  -0.0223
O  3.6373  9.9197  11.7342  0.0084  -0.0343  -0.0637
O  1.6129  4.6346  14.124  -0.0188  0.073  -0.0832
O  3.3232  2.4916  10.7159  -0.0017  0.0063  -0.0422
O  4.0313  -0.9957  10.6371  -0.0087  -0.0035  -0.0085
O  7.0049  -1.0872  3.7174  -0.0156  0.0522  0.1147
O  11.2589  0.0546  6.3411  0.0284  -0.0045  0.0259
O  5.5699  3.0891  8.3244  -0.0036  0.0276  0.0068
O  3.0832  1.0538  6.464  0.0293  -0.0351  0.0002
O  4.1992  7.4613  8.2852  0.0007  -0.0033  0.031
O  9.3673  5.356  11.256  -0.002  0.0158  -0.0707
O  7.9631  2.5822  9.2808  -0.0076  0.0244  -0.0174
O  -2.5672  6.3843  10.8161  -0.0171  -0.0221  -0.0074
O  1.1534  1.1576  11.0494  0.017  -0.0076  -0.0603
O  9.5844  -4.2546  13.4548  0.0103  0.0302  -0.0843
O  8.1985  7.7924  11.2465  -0.0143  0.0448  -0.0005
O  -0.3679  10.2302  4.5207  -0.0263  -0.0089  0.052
O  5.9907  8.9766  6.9024  0.0235  -0.0155  0.022
O  -2.6998  -3.484  5.8009  -0.0077  -0.002  -0.0059
O  -3.4737  0.2681  8.8591  0.0038  -0.0074  -0.0142
O  2.6845  -2.8135  9.313  0.0215  -0.0023  -0.01
O  3.6324  8.1254  5.9067  -0.0117  -0.0407  0.0446
O  11.1827  7.3449  7.0506  -0.0307  -0.0064  0.0079
O  2.4721  6.5294  10.0162  0.0173  -0.0213  -0.0208
O  1.6697  8.1906  8.0853  -0.0097  0.0003  0.0193
O  7.0781  4.9244  12.3908  -0.0039  -0.0029  -0.0452
O  -2.5408  9.3678  6.6863  0.0122  0.0237  0.0365
O  10.9411  9.4906  1.9577  -0.0397  -0.0164  0.1172
O  4.9117  -1.596  8.2031  0.0041  -0.0207  -0.0027
O  6.1589  10.1437  3.6849  -0.0007  0.0037  0.0981
O  -0.0524  -2.6974  9.6874  0.0219  0.0162  0.0051
O  -1.3  -1.1595  5.6712  -0.0424  -0.0417  0.0106
O  -2.6294  8.9774  10.9486  -0.0005  0.0091  -0.0381

Results
free energy: -195844.512 eV
free energy less fixed offsets of O -570.45, Si -639.56 eV per atom: 3.748 eV

The program warned: the cutoff lies below the one the program advises for these potential files; the forces do not sum to zero within the program's tolerance; empty levels may hold ghost states of the PAW files.
